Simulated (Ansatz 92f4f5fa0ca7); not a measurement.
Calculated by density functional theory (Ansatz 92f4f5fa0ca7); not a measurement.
Periodic cell of 148 atoms, Si92O56, from a study of silicon, its oxide and their interface. The atomic structure is a simulated model.

Settings
functional: r2SCAN
potential files: Ansatz norm-conserving
basis: plane waves
wave-function cutoff: 1300 eV
density cutoff ratio: 4
exchange-correlation grid ratio: 1
k mesh: 2 x 2 x 1, shifted by 0.5 0.5 0.5 of a step
self-consistency stop: 5e-08 eV per atom in the density residual
occupations: Fermi-Dirac, 0.05 eV
spin: none
net charge: 0

Cell vectors (angstrom)
a, 10.88, 0, 0
b, 0, 10.88, 0
c, 0, 0, 22.1655

Atoms: element, x, y, z (angstrom)
Si, 0.1564, -0.3292, 0.4165
Si, 2.1887, 2.9257, -0.0322
Si, -0.2662, 4.8687, -0.572
Si, 1.8326, 8.8764, 0.0861
Si, 6.0454, 0.2686, -0.0705
Si, 7.9351, 3.1195, -0.0539
Si, 6.5577, 5.3297, -0.3725
Si, 7.6926, 8.6531, 0.2873
Si, 1.1224, 1.5077, 1.4871
Si, 3.9712, 4.356, 1.1098
Si, 0.9989, 6.8896, 1.3246
Si, 4.1015, 9.5952, 1.8159
Si, 6.8464, 1.8254, 1.5429
Si, 9.4965, 4.2222, 1.3725
Si, 6.8048, 7.0532, 1.4578
Si, 9.2664, 9.5811, 1.6609
Si, -0.1391, 2.9243, 2.8393
Si, 2.7852, 0.2599, 2.9007
Si, -0.3417, 7.9643, 3.0945
Si, 2.5719, 5.4242, 2.3722
Si, 5.1572, 2.9396, 2.6868
Si, 8.1778, 0.16, 2.9489
Si, 5.2937, 7.9849, 3.0035
Si, 8.0669, 5.3313, 2.9819
Si, 1.4743, 4.0972, 3.8138
Si, 4.1434, 1.5297, 4.15
Si, 1.5245, 9.422, 3.8898
Si, 3.7835, 6.6378, 4.1482
Si, 6.767, 3.9271, 4.1018
Si, 9.6847, 1.232, 4.5029
Si, 7.0261, 9.4121, 4.1849
Si, 9.3834, 6.7241, 4.3428
Si, 0.4337, -0.141, 5.3287
Si, 2.4349, 2.7058, 5.6376
Si, 0.0732, 5.2664, 5.5459
Si, 2.3024, 7.9904, 5.5068
Si, 5.4364, -0.1232, 5.5886
Si, 8.1286, 2.5734, 5.4486
Si, 5.3069, 5.4593, 5.518
Si, 8.3562, 8.2119, 5.7487
Si, 1.4352, 1.1241, 6.9728
Si, 4.1177, 4.0088, 6.7711
Si, 1.4044, 6.6714, 7.1842
Si, 4.1017, 9.3918, 7.0253
Si, 6.8796, 1.1148, 6.5723
Si, 9.5966, 3.8771, 6.7856
Si, 6.7724, 6.6523, 6.943
Si, 9.9096, 9.5765, 6.6234
Si, 0.028, 2.6041, 8.2097
Si, 2.7751, -0.1569, 8.4182
Si, -0.23, 8.1978, 8.469
Si, 2.9962, 5.4965, 8.2276
Si, 5.4473, 2.5093, 8.1369
Si, 8.5503, -0.0023, 8.0059
Si, 5.7324, 8.1748, 8.354
Si, 7.9607, 5.1307, 8.1869
Si, 1.916, 3.7329, 9.3989
Si, 3.5663, 1.8646, 9.4982
Si, 1.0687, 9.5647, 9.9298
Si, 4.2246, 6.8167, 9.6678
Si, 7.1387, 3.3819, 9.2725
Si, 9.2095, 1.6756, 9.6261
Si, 7.1629, 9.8895, 9.4199
Si, 9.4671, 6.4023, 9.281
Si, 0.4399, -0.6871, 12.0773
Si, 7.6118, -2.2983, 10.9885
Si, 0.8088, 5.629, 11.335
Si, 2.3687, 7.7878, 10.903
Si, 5.1895, 0.8772, 11.1689
Si, 9.7786, 1.1034, 11.8309
Si, 6.8175, 3.4606, 11.7062
Si, 8.9958, 9.5494, 12.6696
Si, 4.228, 1.1598, 17.4619
Si, 8.8269, 4.15, 16.0702
Si, 4.6414, -1.3377, 12.2093
Si, 6.539, 7.8711, 13.8336
Si, 2.4949, 2.2562, 16.2352
Si, 9.8018, 3.9187, 13.0446
Si, 5.4625, 5.2676, 12.2177
Si, 12.0736, 10.425, 14.9883
Si, 5.3494, -2.9874, 18.2621
Si, 9.2027, 0.1655, 16.1884
Si, 8.0553, -1.4378, 18.4783
Si, 10.8448, 2.5792, 17.803
Si, 4.0197, 0.9239, 20.4914
Si, 6.7491, 1.8666, 15.9384
Si, 3.0611, 9.1258, 17.2254
Si, 4.7535, 3.9637, 14.925
Si, 8.6368, 6.8885, 20.0573
Si, 17.2522, -4.8717, 16.3753
Si, 14.0139, 8.8327, 20.0174
Si, 9.4759, 0.9141, 20.1115
O, 3.4314, -2.0955, 0.5661
O, 3.7938, -0.3993, -4.8577
O, 2.6975, 1.7446, -1.1603
O, 3.8391, -0.63, -1.8564
O, -1.0959, 5.7144, -1.7325
O, 0.8515, 3.6371, -0.8843
O, 0.8122, 5.9497, -0.0083
O, -3.7438, 6.1688, -1.6638
O, 7.0941, -0.8903, -0.573
O, 5.3952, -0.5873, 1.0243
O, 8.172, 1.7198, -1.4509
O, 10.4715, 0.4041, -0.9905
O, 7.6308, 3.102, -5.5615
O, 4.8743, 4.9675, -0.0492
O, 8.6707, 8.0329, -0.8738
O, 13.091, 8.695, -3.5427
O, 1.4383, -0.9439, 13.444
O, 1.8956, -1.4402, 15.9303
O, 4.3824, 5.9324, 11.1154
O, 3.2924, 3.5788, 15.6557
O, -0.5387, 5.7631, 10.3701
O, 6.0196, -1.8943, 11.3673
O, 1.1304, 4.0742, 10.7721
O, 3.6157, 8.3201, 11.855
O, 6.4046, -3.6081, 15.3638
O, 6.2767, 0.2276, 10.0397
O, 8.2028, 3.9295, 12.4096
O, 10.2954, 2.5051, 12.677
O, 6.3806, 6.5338, 12.7645
O, 8.0171, 8.6171, 13.8411
O, 8.6747, 11.2048, 12.7158
O, 8.2219, 7.0756, 10.4313
O, 5.6968, 1.101, 16.824
O, 5.915, 2.7537, 14.7869
O, 10.0351, 4.0907, 17.2948
O, 12.4175, 2.4318, 17.4868
O, -0.4233, -0.5555, 15.262
O, 7.9995, -5.3335, 16.3696
O, 5.6746, 13.1383, 11.8428
O, 4.5076, 4.792, 13.5499
O, 6.4017, -1.7129, 18.5715
O, 8.558, -1.0969, 17.0051
O, 10.7996, 5.1395, 12.8282
O, 9.5757, 3.8938, 14.7089
O, 15.0735, 8.0001, 16.9447
O, 1.692, 1.1996, 15.2182
O, 5.1498, -2.076, 13.6179
O, 10.0062, 1.5392, 16.8542
O, 8.9091, -0.4483, 19.4893
O, 6.3417, -4.2791, 17.9041
O, 15.4048, -2.9011, 19.6414
O, 7.8475, 0.7084, 15.3921
O, 10.4262, 2.1025, 19.363
O, 4.4322, 1.5688, 19.0225
O, -2.0976, 7.8364, 18.787
O, 5.2369, -6.0061, 16.1466

Results
free energy: -36799.421 eV
free energy less fixed offsets of O -463.61, Si -117.95 eV per atom: 14.139 eV
pressure: -2.37 GPa
stress xx, yy, zz, yz, xz, xy (GPa, positive in tension): 3.68, 2.47, 0.97, -0.27, 0.81, -1.58

Forces (eV/angstrom), in the order of the atoms: element, x, y, z
Si, -0.4481, 1.0859, -1.1043
Si, -0.8543, -0.7204, -1.6059
Si, 1.6394, 0.394, 0.3065
Si, 0.6367, -1.9869, -1.3414
Si, 0.6626, 2.7441, -2.3649
Si, -0.6007, -1.2606, -1.1027
Si, -0.3917, 0.031, 1.195
Si, 1.9965, 2.6232, -2.5218
Si, 0.8001, -0.5654, 1.0488
Si, -0.3801, -2.8009, -0.9732
Si, 0.6005, 1.0139, -0.2032
Si, 1.9559, 0.2987, -0.8886
Si, 0.4699, -1.0253, -0.5602
Si, -0.4362, -0.2683, -0.3206
Si, -1.1399, -3.3494, 1.2431
Si, 1.5687, -0.7782, 0.2355
Si, -0.9236, -2.1529, 0.0761
Si, -1.1231, -0.3515, -1.6056
Si, 1.9895, 2.4604, -3.8994
Si, -0.1274, 2.9745, 1.8256
Si, 0.835, 0.2216, -0.6864
Si, -0.2157, 1.3934, 0.4282
Si, 0.6127, 0.712, 0.2916
Si, 0.7639, 2.2788, -2.2385
Si, -0.6301, -0.1973, 2.8481
Si, -0.6945, -0.628, 2.5573
Si, -0.8709, -0.8087, -0.1511
Si, 0.1614, 0.0687, 0.1094
Si, -1.5691, 0.5555, 0.909
Si, -0.4076, 0.8152, -2.7102
Si, -2.0774, -0.1084, 0.5544
Si, -0.4575, -2.5017, 2.3378
Si, -0.5318, 0.7789, 0.5165
Si, 2.3868, 0.5439, -1.6524
Si, 0.4783, 1.0887, -0.5083
Si, 2.7441, 0.3063, 0.6964
Si, -1.1454, -1.2274, -2.3647
Si, 0.5876, 0.9018, 0.2522
Si, 0.9808, -0.4628, -1.1265
Si, -1.8673, -1.2122, -0.5789
Si, -0.5802, -0.0177, 0.1975
Si, -0.3512, -0.5953, 0.7784
Si, -2.2905, 0.7018, -0.9111
Si, -0.4145, -0.9197, -0.7044
Si, 0.6128, 1.1531, 3.3591
Si, -1.2312, 0.3287, 0.1406
Si, 0.2059, 1.0818, -0.5745
Si, -0.3841, -0.7049, 2.3457
Si, 0.7148, -0.2045, 0.6093
Si, -0.7038, 0.8176, 0.7672
Si, 1.2467, -0.0185, -1.5084
Si, 0.887, -1.4389, 0.293
Si, -1.1861, -0.6586, -1.4926
Si, -0.1826, 1.4209, -0.8898
Si, -0.6715, 0.3886, 0.295
Si, 1.7907, -0.0861, -1.5376
Si, -0.1434, -1.1421, -1.1708
Si, 0.9068, -1.0776, 0.4432
Si, 1.0607, -0.8179, -0.2479
Si, -1.2448, -0.2221, 0.7591
Si, 1.3944, -0.9637, 2.7803
Si, -0.5206, 0.7202, -1.4972
Si, -1.292, 0.0613, -2.7708
Si, -4.0673, 3.1121, 1.1561
Si, -0.6403, -0.2146, 1.1964
Si, 2.0527, -2.5691, 0.8603
Si, -2.3437, -1.6089, 1.5267
Si, 0.6576, -0.5948, -1.4446
Si, -1.2988, -0.4929, -2.5042
Si, 2.3831, 2.2239, 1.0437
Si, -0.4361, 1.8644, -2.04
Si, -2.0345, -1.9454, 0.3346
Si, -1.0632, -0.1871, -0.0942
Si, -0.163, 0.3233, 4.4763
Si, 2.8598, -2.9011, 0.87
Si, -1.4157, -1.0458, 0.6707
Si, 2.5726, -1.8013, -0.8466
Si, -2.9049, 1.392, 2.388
Si, -0.9488, 1.7477, 1.1756
Si, -1.2258, 3.3395, -0.6274
Si, 1.0229, 0.1378, -0.9536
Si, 1.8299, 1.0259, -1.0658
Si, 0.6414, -3.032, 1.5517
Si, -4.3087, 1.1454, 0.2031
Si, 2.1099, 1.7794, 0.3973
Si, 2.2218, 1.6528, -1.3354
Si, -3.8318, -1.109, -1.7271
Si, -0.8177, -0.952, 0.3118
Si, -0.6629, -0.1154, 3.3063
Si, 3.1864, 0.3519, 0.3196
Si, -1.3795, -1.1574, 0.2816
Si, -0.968, 3.0349, -0.4053
O, -0.6373, 0.6488, 0.7627
O, 0.7027, 1.4499, 0.9567
O, 0.6179, 0.6465, 0.652
O, -1.1334, -0.5862, -0.4722
O, -0.5417, -0.0766, -0.4271
O, 0.0706, 0.3495, 0.5508
O, -0.2919, 0.862, 0.035
O, 0.4441, -0.3523, -0.7573
O, 0.2192, -0.832, -0.0521
O, -3.3855, -2.5022, 3.8796
O, 0.0342, 2.1718, 1.998
O, 2.2417, -1.6909, 3.0487
O, 0.1433, -1.4507, -0.8825
O, 2.3113, 0.8945, -1.8815
O, 0.2987, -1.3845, -0.4059
O, 1.4461, 1.196, -0.9382
O, -0.3899, 0.9434, -1.3698
O, 3.298, -2.6221, 3.693
O, 1.7091, -1.0818, -0.1428
O, -0.6233, -1.1409, -1.5125
O, 2.7372, -0.8339, 1.7798
O, 0.2886, -0.8434, 0.2833
O, 1.2606, 1.1956, 1.4118
O, -1.9447, 1.4974, 0.1211
O, -0.5134, -0.0952, -1.0532
O, -1.2713, 2.024, 1.4092
O, 1.3072, -0.3658, 0.6401
O, 0.5352, -3.8665, -1.8434
O, 0.4282, 1.2276, 1.0783
O, 0.2956, 0.9809, -1.0462
O, -1.423, -0.7509, 0.3423
O, -0.4599, 1.4097, -0.2206
O, 0.9059, 0.2349, 0.126
O, -1.2759, -0.0413, -0.1981
O, 0.9609, -2.5299, -0.0668
O, -1.6129, 1.5968, 1.215
O, -1.7411, 1.3121, 0.529
O, -0.679, -0.8548, -1.3076
O, 1.4643, -0.6724, 1.2688
O, 0.6749, -0.4786, -0.3551
O, 1.686, 0.1736, -0.8502
O, 0.5955, 1.1315, -0.2421
O, 1.4214, 1.2043, -2.2476
O, -0.2569, 0.1444, -1.8482
O, 1.3948, -0.0101, 2.0041
O, 0.3101, -1.1297, -0.1933
O, 1.4366, 0.8491, 1.055
O, -1.3246, -3.1136, -0.8803
O, -1.5627, -0.6704, -2.1569
O, -2.6202, 1.1919, -0.0302
O, -1.1884, -0.9193, 0.3778
O, 0.0962, 1.2227, 0.708
O, -0.1619, -0.4615, -2.093
O, -0.4824, -0.2477, 0.4206
O, -1.0505, 1.2459, -0.6465
O, 1.6081, 1.7102, 0.3596
